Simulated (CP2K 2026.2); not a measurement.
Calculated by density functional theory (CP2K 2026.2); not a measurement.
Periodic cell of 513 atoms, Si351O162, from a study of silicon, its oxide and their interface. The atomic structure is a simulated model.
Doubt: the forces sum to 2.49 eV/angstrom along one axis rather than to zero, so they err by at least 0.0048 eV/angstrom per atom on average; the grid cutoff is modest.

Settings: functional PBE; method Gaussian and plane waves; basis set DZVP-MOLOPT-SR-GTH; pseudopotentials GTH-PBE; grid cutoff 300 Ry, relative cutoff 40 Ry; k points Gamma only; occupations fixed; spin none; net charge 0.

Cell vectors (angstrom)
a 16.407 0 0
b 0 16.407 0
c -0.1998 0.3457 34.2484

Atoms and the computed forces on them: element, x, y, z (angstrom), force x, y, z (eV/angstrom)
Si 15.888 0.905 34.176 0.13 -0.102 0.197
Si 2.51 3.062 0.133 0.095 -0.015 0.23
Si 0.047 5.047 0.07 -0.034 0.097 0.209
Si 2.774 8.387 34.109 -0.061 0.012 0.203
Si 16.268 11.492 0.011 0.058 -0.15 0.16
Si 2.659 13.552 0.079 -0.017 0.093 0.184
Si 5.64 16.282 0.044 -0.043 0.078 0.26
Si 8.444 2.92 34.224 -0.155 0.101 0.172
Si 5.114 6.202 34.174 0.029 -0.092 0.205
Si 8.361 8.095 0.133 -0.015 0.078 0.185
Si 5.084 11.508 0.019 0.022 -0.141 0.215
Si 7.732 13.93 0.136 0.067 -0.045 0.221
Si 10.633 0.077 0.237 0.087 -0.05 0.191
Si 13.683 2.509 0.624 -0.054 0.048 0.168
Si 10.527 5.737 0.008 0.113 -0.071 0.203
Si 13.327 8.588 0.01 0.161 -0.148 0.086
Si 11.285 10.917 0.089 -0.187 0.118 0.074
Si 13.964 13.757 0.093 -0.069 0.029 0.214
Si 1.303 1.508 1.388 -0.013 0.011 -0.057
Si 4.13 4.286 1.294 -0.016 0.001 -0.06
Si 1.276 6.872 1.122 0.018 -0.017 -0.031
Si 4.059 9.686 1.205 -0.002 0.028 -0.037
Si 1.299 12.437 1.593 -0.012 0.013 -0.078
Si 3.953 15.173 1.294 0.007 -0.009 -0.042
Si 6.848 1.518 1.232 0.005 -0.026 -0.055
Si 9.547 4.163 1.461 0.005 -0.009 -0.065
Si 6.8 6.928 1.415 0.001 0.007 -0.06
Si 9.491 9.795 1.286 0.012 -0.011 -0.043
Si 6.584 12.48 1.541 0 0.025 -0.061
Si 9.373 15.016 1.469 -0.004 0.022 -0.053
Si 12.174 1.18 1.713 0.017 0.006 -0.043
Si 14.98 4.138 1.655 0.002 -0.027 -0.052
Si 12.259 6.832 1.22 -0.01 0.024 -0.039
Si 15.132 9.701 1.132 -0.031 0.035 -0.03
Si 12.318 12.603 1.349 0.025 -0.017 -0.058
Si 15.152 15.259 1.386 -0.013 -0.015 -0.052
Si 16.385 2.767 2.905 -0.006 0.003 0.025
Si 2.66 0.123 2.722 0.003 0.002 0.007
Si -0.002 8.295 2.564 0 0.001 -0.004
Si 2.669 5.602 2.64 0.006 -0.002 0.008
Si -0.013 13.882 2.855 0.009 0.007 0.013
Si 2.708 10.964 2.736 0 -0.015 0.021
Si 5.465 2.864 2.642 -0.005 -0.003 0.004
Si 8.093 0.132 2.755 0 0.007 0.007
Si 5.414 8.365 2.682 0.004 -0.002 0.023
Si 8.126 5.518 2.78 -0.006 -0.009 0.022
Si 5.256 13.869 2.834 0.003 -0.005 0.019
Si 8.089 11.071 2.712 0.006 -0.016 0.011
Si 10.896 2.804 2.861 0.006 0.004 0.012
Si 13.694 16.351 2.929 -0.031 -0.005 0.014
Si 10.901 8.321 2.623 -0.01 -0.005 0.022
Si 13.581 5.61 2.775 0.005 0.002 0.007
Si 10.866 13.766 2.788 -0.004 -0.005 0.004
Si 13.705 11.076 2.613 0.023 0.026 0.027
Si 1.366 4.234 4.113 -0.003 -0.006 -0.002
Si 4.071 1.507 4.041 -0.002 -0.001 -0.006
Si 1.311 9.617 4.063 0.01 0.006 0
Si 4.023 6.976 4.036 -0.01 -0.006 -0.002
Si 1.359 15.198 4.198 -0.008 -0.01 -0.009
Si 3.997 12.384 4.147 0.005 0.012 0.002
Si 6.762 4.177 4.131 0.004 0.007 -0.006
Si 9.479 1.457 4.166 -0.008 0 0
Si 6.776 9.679 4.099 -0.003 -0.003 0
Si 9.535 6.954 4.052 0.009 0.01 -0.013
Si 6.716 15.2 4.143 -0.002 0.006 -0.004
Si 9.492 12.383 4.108 0.002 0.003 0.006
Si 12.265 4.209 4.166 -0.002 -0.005 0.007
Si 14.996 1.419 4.237 0.009 0.005 0
Si 12.297 9.692 4.001 -0.002 -0.004 -0.018
Si 15.006 7.007 4.035 -0.005 0 0.003
Si 12.246 15.052 4.224 0.019 -0.002 0.003
Si 14.987 12.428 4.097 -0.011 -0.006 -0.009
Si -0.031 0.096 5.585 0.002 -0.001 0.005
Si 2.723 2.859 5.469 -0.001 0.005 -0.004
Si 16.36 5.609 5.431 0 0.001 -0.006
Si 2.678 8.296 5.465 0.001 -0.002 -0.001
Si 16.367 11.036 5.432 0.002 0.003 -0.007
Si 2.669 13.762 5.53 -0.004 -0.003 0.005
Si 5.38 0.154 5.502 0.002 -0.001 -0.004
Si 8.124 2.831 5.521 -0.002 -0.004 -0.002
Si 5.386 5.593 5.436 -0.002 -0.003 -0.003
Si 8.153 8.296 5.444 0 -0.005 0.003
Si 5.417 11.045 5.482 0.004 0.002 0.002
Si 8.13 13.791 5.459 -0.001 0.003 -0.005
Si 10.885 0.098 5.512 0.001 0.002 -0.003
Si 13.631 2.842 5.533 0.003 0 0.002
Si 10.873 5.594 5.474 -0.004 -0.004 0.002
Si 13.639 8.35 5.429 -0.003 0.006 -0.004
Si 10.899 11.009 5.433 0.001 -0.007 -0.008
Si 13.615 13.699 5.553 -0.01 -0.003 -0.002
Si 1.347 1.504 6.873 -0.003 0.001 -0.001
Si 4.06 4.23 6.851 -0.001 -0.003 -0.002
Si 1.315 6.944 6.843 0 -0.001 0.001
Si 4.043 9.67 6.84 -0.001 0.002 -0.002
Si 1.292 12.388 6.862 -0.001 0.001 -0.004
Si 4.044 15.15 6.862 0.002 -0.004 -0.002
Si 6.76 1.483 6.888 -0.001 -0.001 0.003
Si 9.513 4.217 6.85 -0.003 -0.001 -0.002
Si 6.774 6.94 6.818 -0.001 0.001 -0.005
Si 9.525 9.66 6.815 -0.001 -0.002 -0.004
Si 6.782 12.414 6.845 0 0.004 -0.005
Si 9.504 15.135 6.858 0.002 0.003 -0.005
Si 12.246 1.474 6.88 0.001 0.003 0
Si 15.018 4.235 6.841 0.001 0 -0.001
Si 12.275 6.961 6.808 -0.002 -0.002 -0.004
Si 14.997 9.691 6.827 -0.001 0.003 -0.003
Si 12.228 12.354 6.879 0 -0.002 0.003
Si 14.978 15.113 6.893 -0.002 -0.004 0.001
Si -0.03 2.873 8.228 0.002 0 0.002
Si 2.685 0.109 8.231 0 0 -0.002
Si -0.044 8.324 8.205 -0.001 0 -0.003
Si 2.68 5.581 8.223 0 -0.002 0
Si 16.342 13.75 8.246 -0.004 0 0
Si 2.678 11.031 8.221 -0.002 0.001 0.001
Si 5.414 2.867 8.237 0 0 0
Si 8.14 0.1 8.229 0.002 -0.002 -0.003
Si 5.411 8.301 8.21 0.002 0 0
Si 8.14 5.58 8.208 -0.001 -0.004 -0.001
Si 5.415 13.778 8.218 0.001 0.001 0
Si 8.157 11.032 8.196 0.001 0.002 -0.001
Si 10.882 2.854 8.229 -0.001 -0.001 0
Si 13.616 0.101 8.244 -0.001 0 0
Si 10.896 8.304 8.19 0.001 -0.001 -0.003
Si 13.637 5.597 8.196 0 -0.001 -0.001
Si 10.871 13.76 8.226 -0.003 0 -0.002
Si 13.622 11.019 8.231 -0.002 -0.001 0
Si 1.331 4.223 9.613 0 0 0.002
Si 4.049 1.484 9.584 -0.001 -0.003 0
Si 1.318 9.67 9.604 -0.001 0.002 0
Si 4.045 6.946 9.603 0.001 0 -0.001
Si 1.308 15.142 9.584 -0.002 -0.002 0
Si 4.041 12.407 9.583 0 0.001 -0.001
Si 6.785 4.225 9.601 0 -0.001 0.003
Si 9.509 1.48 9.588 0 0 0
Si 6.786 9.667 9.576 0 0.001 -0.002
Si 9.528 6.941 9.563 -0.002 -0.001 -0.003
Si 6.773 15.137 9.591 0.001 -0.002 -0.002
Si 9.502 12.394 9.589 0.001 0.001 -0.001
Si 12.275 4.225 9.573 0.001 -0.001 0
Si 15 1.491 9.585 -0.001 0.002 0
Si 12.255 9.653 9.58 -0.002 -0.002 -0.001
Si 15.004 6.955 9.575 0.001 0 -0.002
Si 12.24 15.133 9.602 0.001 0.001 -0.001
Si 14.976 12.393 9.61 -0.001 0.001 0.002
Si -0.041 0.118 10.951 -0.001 -0.002 -0.002
Si 2.699 2.84 10.967 0.002 -0.004 0.001
Si -0.034 5.605 10.965 -0.002 -0.002 0.001
Si 2.677 8.306 10.994 -0.002 -0.001 0.002
Si -0.051 11.038 10.975 -0.001 0.001 0.001
Si 2.67 13.776 10.952 -0.002 0.003 -0.001
Si 5.405 16.516 10.942 0.002 0.002 -0.001
Si 8.151 2.851 10.961 0.001 0.001 0.001
Si 5.414 5.578 10.978 0 -0.001 0.002
Si 8.158 8.292 10.944 0.004 -0.002 -0.002
Si 5.401 11.026 10.949 0 0.001 0.001
Si 8.119 13.754 10.956 -0.002 0.001 0
Si 10.869 16.516 10.959 -0.003 -0.001 -0.002
Si 13.643 2.87 10.96 -0.002 -0.004 0
Si 10.909 5.59 10.938 0.001 -0.002 -0.001
Si 13.635 8.308 10.946 -0.002 0 -0.001
Si 10.882 11.021 10.938 0.002 0.002 -0.001
Si 13.617 13.768 10.973 -0.001 0.001 0
Si 1.336 1.475 12.328 0 -0.001 0.002
Si 4.058 4.197 12.352 -0.001 0 0.003
Si 1.318 6.941 12.387 -0.004 0 0.002
Si 4.048 9.676 12.36 0 -0.001 -0.002
Si 1.315 12.413 12.342 0.001 0.001 0.002
Si 4.026 15.159 12.305 0.002 -0.002 -0.001
Si 6.759 1.48 12.304 0 -0.004 0
Si 9.541 4.23 12.302 0.002 -0.001 0.001
Si 6.792 6.941 12.34 0 0.001 0
Si 9.526 9.65 12.313 -0.002 0 -0.001
Si 6.742 12.39 12.331 -0.001 -0.003 0.001
Si 9.473 15.14 12.305 -0.001 -0.004 -0.001
Si 12.257 1.493 12.304 0.002 0.001 0
Si 15.022 4.244 12.337 0.003 0.003 0
Si 12.285 6.949 12.316 0.001 0.001 -0.001
Si 14.994 9.66 12.331 -0.002 0.001 -0.002
Si 12.246 12.373 12.313 -0.005 -0.001 -0.001
Si 15.003 15.156 12.314 -0.001 0.003 0.001
Si 0.015 2.883 13.685 -0.006 -0.01 -0.003
Si 2.69 16.516 13.714 0.001 -0.002 0
Si -0.062 8.325 13.748 -0.002 0.005 0.004
Si 2.699 5.547 13.743 0.002 -0.003 0.004
Si -0.04 13.802 13.706 -0.002 0.002 0.002
Si 2.672 11.051 13.733 0.002 0 0.004
Si 5.424 2.824 13.722 0.006 0 0.002
Si 8.084 16.506 13.668 -0.003 0.005 0
Si 5.419 8.292 13.726 -0.002 -0.002 0.004
Si 8.178 5.571 13.694 0.005 0.002 0.001
Si 5.346 13.775 13.674 -0.003 0.004 -0.003
Si 8.115 10.985 13.661 0.002 0.001 0
Si 10.904 2.876 13.673 0 -0.002 0
Si 13.643 16.543 13.658 -0.003 -0.003 -0.002
Si 10.919 8.301 13.686 0.006 -0.002 -0.002
Si 13.67 5.628 13.709 -0.002 -0.002 0
Si 10.846 13.748 13.624 -0.002 0.004 -0.003
Si 13.62 11.009 13.695 0.002 0 0.002
Si 1.368 4.184 15.162 -0.004 -0.001 0.006
Si 4.041 1.473 15.11 0.003 -0.001 0.005
Si 1.315 9.681 15.116 -0.007 0 -0.007
Si 4.082 6.894 15.104 -0.002 -0.005 -0.003
Si 1.332 15.162 15.106 0.001 0.006 0.002
Si 3.995 12.455 15.112 0.004 0.002 0.003
Si 6.838 4.174 15.063 0.001 0.005 0
Si 9.474 1.495 14.966 -0.001 -0.006 0.002
Si 6.774 9.653 15.108 -0.003 -0.005 0.004
Si 9.552 6.949 15.052 0.004 0.004 0
Si 6.67 15.152 15.037 -0.001 -0.014 -0.003
Si 9.469 12.37 14.977 -0.008 -0.009 -0.004
Si 12.299 4.257 15.032 0.009 0.006 0
Si 15.037 1.532 14.999 0.006 0.009 -0.003
Si 12.285 9.629 15.099 -0.005 0.003 0.004
Si 15.012 6.971 15.17 0 0.005 0.007
Si 12.232 15.131 14.929 -0.004 -0.011 -0.004
Si 14.981 12.407 15.022 -0.001 0 -0.001
Si -0.016 0.206 16.394 -0.006 -0.007 0
Si 2.757 2.822 16.579 0.001 -0.007 0.005
Si 0.03 5.603 16.513 -0.012 -0.009 0.003
Si 2.692 8.26 16.444 0.009 0.009 0.004
Si -0.068 11.094 16.449 0.003 -0.008 0.005
Si 2.626 13.79 16.573 0.001 -0.002 0.006
Si 5.304 16.46 16.509 0.009 0.01 -0.003
Si 8.16 2.781 16.457 0.01 0.001 0
Si 5.495 5.511 16.452 -0.002 -0.008 0.004
Si 8.185 8.27 16.458 0.004 -0.01 -0.002
Si 5.391 11.082 16.426 -0.007 0.005 0.006
Si 8.052 13.732 16.279 -0.006 0.006 0.003
Si 10.858 16.516 16.223 -0.008 -0.005 -0.007
Si 13.739 2.946 16.359 -0.01 -0.008 -0.008
Si 10.916 5.582 16.416 0.004 0.004 0.001
Si 13.615 8.298 16.602 0.004 -0.005 0.005
Si 10.84 11.016 16.342 0.005 0.01 0.003
Si 13.562 13.772 16.311 -0.003 0.013 -0.002
Si 1.313 1.484 17.935 -0.005 0.007 -0.006
Si 4.265 4.134 17.936 0.007 0.001 -0.008
Si 1.466 6.882 17.938 -0.007 -0.008 -0.018
Si 4.023 9.682 17.735 -0.008 -0.005 -0.027
Si 1.187 12.45 17.94 0.002 -0.005 -0.016
Si 3.896 15.189 18.029 0.006 -0.004 -0.003
Si 6.751 1.372 17.808 -0.006 -0.01 -0.01
Si 9.614 4.15 17.758 0.008 0.017 -0.004
Si 6.91 6.801 17.828 0.002 0.003 -0.013
Si 9.514 9.709 17.792 0 -0.004 -0.001
Si 6.728 12.486 17.794 0.008 0.001 -0.023
Si 9.443 15.128 17.498 -0.01 -0.023 -0.004
Si 12.281 1.51 17.461 0.01 0.001 0.002
Si 15.051 4.287 17.888 -0.002 0.009 -0.012
Si 12.17 6.88 17.951 -0.008 -0.008 -0.012
Si 15.044 9.763 17.882 0.004 0.01 -0.029
Si 12.167 12.408 17.667 -0.005 -0.026 -0.022
Si 14.926 15.216 17.562 0.01 0.002 -0.009
Si 0.109 3.029 19.286 0.003 -0.031 0.033
Si 2.391 16.438 19.527 -0.007 0.026 0.057
Si 0.037 8.313 19.219 -0.004 -0.011 0.04
Si 3.085 5.622 19.33 -0.012 0.013 0.043
Si 16.048 13.924 19.115 -0.026 0.049 0.092
Si 2.589 10.956 19.189 0.04 -0.011 0.046
Si 5.491 2.604 19.383 0.002 -0.011 0.036
Si 8.162 16.344 19.008 0.009 -0.003 0.027
Si 5.616 8.406 18.957 -0.019 0.017 0.098
Si 8.218 5.307 19.241 0.011 -0.008 0.06
Si 5.38 13.833 19.286 0.012 -0.012 0.046
Si 8.216 11.182 19.11 -0.031 0.01 0.075
Si 11.082 2.758 18.98 0.006 -0.006 0.042
Si 13.602 0.233 18.835 0.001 0.009 0.019
Si 10.714 8.306 19.264 0.033 -0.011 0.05
Si 13.594 5.5 19.347 -0.005 0.013 0.057
Si 10.774 13.866 18.888 -0.026 -0.001 0.038
Si 13.482 11.115 19.127 -0.006 0.04 0.075
Si 1.885 4.111 20.659 -0.039 0.016 -0.215
Si 3.76 1.536 20.746 0.052 -0.045 -0.278
Si 1.712 9.239 20.663 -0.127 0.105 -0.165
Si 4.394 7.345 20.59 0.092 -0.103 -0.201
Si 0.356 15.464 20.794 0.124 -0.087 -0.294
Si 4.239 12.077 20.375 -0.046 0.098 -0.199
Si 7.39 3.441 20.589 -0.055 0.052 -0.178
Si 9.761 1.216 20.095 0.053 -0.041 -0.01
Si 6.655 9.997 20.342 0.142 -0.089 -0.245
Si 9.363 6.82 20.617 -0.029 0.037 -0.229
Si 7.056 14.952 20.577 -0.088 0.005 -0.224
Si 9.326 12.803 20.392 0.012 -0.033 -0.269
Si 12.63 3.63 20.567 -0.002 0.128 -0.243
Si 14.941 1.567 20.22 0.028 0.026 -0.124
Si 12.406 9.474 20.438 -0.093 0.058 -0.26
Si 14.739 7.269 20.448 0.016 -0.085 -0.187
Si 12.05 15.395 20.062 -0.008 0.031 0.002
Si 14.232 13.024 20.325 -0.033 -0.076 -0.207
Si 2.23 1.368 26.794 -0.028 -0.008 0.03
Si 2.128 8.919 23.55 -0.039 0.058 0.018
Si 0.995 12.611 24.961 -0.01 -0.039 0.044
Si 15.499 13.547 22.884 0.117 0.038 -0.047
Si 7.552 3.447 26.265 0.014 0.071 0.083
Si 7.45 8.631 25.53 -0.001 -0.053 0.028
Si 6.917 7.921 22.426 -0.089 0.015 -0.006
Si 3.497 11.6 23.329 0.033 -0.142 -0.004
Si 7.956 3.772 23.411 -0.111 0.02 0.074
Si 12.706 13.785 23.912 -0.018 -0.043 -0.048
Si 12.757 5.975 24.688 0.044 -0.004 -0.034
Si 10.781 5.046 22.587 0.043 -0.038 -0.049
Si 11.163 11.361 22.623 -0.014 0.054 -0.023
Si 13.062 14.622 29.66 -0.015 -0.014 -0.011
Si 13.094 1.081 26.389 -0.015 -0.094 -0.022
Si 0.034 1.484 31.118 -0.058 -0.017 0.093
Si 6.848 5.395 28.757 -0.038 -0.08 -0.033
Si 1.731 5.797 23.385 -0.008 0.017 0.022
Si 2.347 14.674 26.499 0.066 0.01 0.08
Si 1.725 10.031 26.404 0.044 -0.047 0.03
Si 4.828 13.724 24.747 -0.006 0.015 -0.016
Si 6.54 0.703 25.718 0.027 -0.012 0.083
Si 5.314 16.172 22.952 0.051 -0.007 -0.029
Si 8.993 7.22 27.96 0.025 0.082 -0.033
Si 13.989 8.475 25.378 0.011 0.044 -0.052
Si 2.735 14.098 29.604 -0.016 0.091 -0.009
Si 11.248 15.923 24.743 -0.037 0.065 -0.059
Si 14.068 0.834 29.219 0.013 -0.014 -0.039
Si 2.803 4.038 25.649 -0.045 -0.052 -0.009
Si 10.382 4.79 29.133 0.004 0.07 -0.087
Si 9.708 10.89 25.279 0.036 0.009 0.057
Si 12.483 10.458 26.784 0.012 0.02 -0.046
Si 13.786 3.753 26.546 -0.035 -0.01 -0.076
Si 14.419 5.034 31.667 0.003 -0.045 0.044
Si 2.742 0.723 29.811 -0.063 -0.032 -0.002
Si 12.474 6.532 30.191 -0.019 0.09 -0.056
Si 15.316 6.725 23.436 -0.047 0.029 0.025
Si 0.417 4.272 30.316 -0.012 -0.028 -0.076
Si 0.094 9.958 29.186 -0.003 0.061 -0.097
Si 4.186 2.116 32.17 -0.06 -0.014 0.05
Si 9.552 13.756 26.37 -0.042 -0.045 -0.024
Si 4.56 8.879 26.925 -0.018 0.047 -0.031
Si 9.08 1.541 24.895 0.124 0.004 0.048
Si 6.645 14.475 26.938 -0.019 -0.002 -0.007
Si 4.074 6.018 27.402 -0.005 -0.03 -0.004
Si 11.877 2.437 28.372 -0.141 0.059 0.025
Si 14.068 8.361 28.257 0.042 0.067 -0.024
Si 12.238 13.34 27.104 0.082 0.014 0.046
Si 14.736 12.179 30.515 0.058 -0.028 -0.025
Si 2.863 6.073 30.157 0.023 -0.008 -0.078
Si 2.501 9.124 31.078 0.032 -0.034 -0.035
Si 5.185 9.848 29.791 -0.042 0.06 -0.028
Si 5.56 12.866 29.487 0.049 0.005 0.007
Si 5.51 4.788 31.467 0.011 0.085 -0.05
Si 10.389 8.77 30.134 0.022 0.073 -0.093
Si 7.019 12.423 32.075 -0.044 0.024 0.078
Si 7.688 9.573 31.559 -0.01 0.03 -0.028
Si 9.819 4.175 31.903 -0.061 0.023 0.042
Si 12.448 2.701 32.192 -0.075 0.078 0.038
Si 12.395 10.39 31.748 -0.047 0.01 -0.018
Si 0.388 3.525 27.248 -0.108 -0.055 0.004
Si 12.236 15.917 32.219 -0.029 0.005 -0.01
Si 0.767 13.179 31.947 0.073 -0.028 0.083
O -0.179 0.706 32.553 -0.123 -0.356 -0.3
O 0.456 3.037 31.387 0.047 0.32 0.319
O 2.937 2.664 33.055 -0.152 0.027 -0.111
O 4.835 0.811 32.882 -0.139 -0.164 0.087
O 1.136 4.46 33.883 0.191 -0.156 -0.276
O 15.276 5.44 32.993 0.217 0.052 0.087
O 2.763 7.636 30.513 -0.096 -0.088 0.14
O 1.153 9.746 30.405 -0.042 0.115 0.26
O 0.612 11.779 32.86 0.124 -0.016 -0.185
O 15.643 13.258 31.357 0.023 0.138 0.168
O 3.631 12.841 33.803 -0.004 -0.17 -0.419
O 1.2 0.702 30.308 -0.077 -0.256 0.11
O 6.536 15.478 33.835 0.138 -0.04 0.229
O 8.484 3.62 32.698 -0.235 -0.028 0.182
O 9.071 8.91 31.055 0.027 -0.146 0.047
O 5.895 5.668 32.804 0.308 0.069 0.048
O 3.951 7.288 33.698 -0.008 -0.116 -0.264
O 7.944 11.187 31.558 -0.002 -0.084 0.176
O 7.379 9.004 33.05 -0.232 -0.113 -0.158
O 6.455 13.268 30.794 0.198 0.032 0.21
O 5.771 11.704 32.877 -0.021 -0.042 -0.066
O 7.926 13.399 33.026 0.075 -0.347 -0.209
O 9.48 1.662 33.989 -0.068 -0.036 -0.236
O 10.885 15.986 33.131 -0.07 0.022 -0.119
O 14.67 2.003 34.104 -0.089 -0.068 -0.15
O 10.952 3.012 31.607 -0.045 -0.091 -0.353
O 10.539 5.35 32.792 0.368 -0.061 0.075
O 9.291 7.328 33.92 -0.011 0.126 0.024
O 12.887 9.064 32.614 -0.01 -0.02 0.009
O 13.406 7.099 28.999 0.109 0.13 0.159
O 12.252 9.688 0.606 -0.041 -0.028 0.092
O 14.803 12.875 33.928 -0.019 -0.055 0.054
O 13.312 14.946 32.989 -0.05 -0.208 0.066
O 2.813 2.835 21.211 -0.288 0.257 0.149
O 1.492 5.103 21.921 -0.032 0.178 -0.026
O 4.302 0.732 22.099 0.096 0.065 -0.019
O 4.647 14.772 23.494 -0.167 -0.12 -0.069
O 1.437 9.147 25.036 -0.28 -0.03 -0.022
O 1.198 9.395 22.255 -0.027 0.186 0.045
O 5.457 7.258 21.922 -0.103 -0.22 -0.023
O 3.077 8.309 20.886 -0.046 0.116 0.132
O 0.198 14.604 22.238 0.156 0.103 0.219
O 15.796 0.397 21.072 0.164 0.02 0.075
O 3.546 12.262 21.847 -0.335 0.079 0.219
O 2.162 12.29 23.908 -0.146 -0.015 -0.411
O 6.933 3.891 22.138 -0.122 -0.029 0.115
O 6.434 2.231 26.303 -0.173 0.021 -0.07
O 8.644 2.334 20.795 -0.059 -0.092 0.161
O 10.918 16.503 20.762 -0.112 0.252 -0.33
O 7.053 9.442 21.847 0.245 0.027 0.288
O 5.455 11.037 20.707 -0.109 0.144 0.353
O 10.652 6.225 21.467 -0.005 0.081 0.18
O 8.19 7.15 21.74 -0.108 -0.107 0.129
O 6.547 15.758 21.938 0.01 0.012 0.125
O 2.302 16.273 26.206 0.024 0.083 -0.264
O 10.164 12.177 21.644 0.1 -0.15 0.136
O 8.178 13.817 21.042 -0.104 -0.323 -0.148
O 11.369 5.607 23.979 -0.393 0.195 0.056
O 11.788 3.924 21.963 0.147 0.061 0.209
O 13.815 2.534 21.014 0.071 -0.07 0.182
O 11.902 10.15 21.842 0.021 0.046 0.399
O 10.29 10.656 23.786 -0.247 -0.357 -0.079
O 13.581 8.385 20.848 -0.182 0.153 -0.058
O 15.518 6.881 21.842 0.416 -0.073 0.127
O 11.644 14.97 23.475 -0.123 0.141 0.074
O 12.285 12.378 23.221 -0.134 -0.236 -0.1
O 14.974 12.53 21.717 0.229 -0.191 -0.115
O 14.193 14.296 23.509 -0.223 -0.053 -0.13
O 0.695 1.947 26.896 -0.201 -0.146 0.131
O 3.016 2.41 25.778 0.294 0.044 -0.04
O 3.431 9.956 23.458 0.12 0.02 0.023
O 2.438 7.297 23.404 -0.089 -0.064 -0.016
O 13.101 14.21 20.759 -0.018 0.115 -0.16
O 16.044 12.606 24.091 -0.071 -0.012 -0.002
O 1.099 14.074 25.655 -0.143 0.155 0.098
O 1.116 11.519 26.149 -0.009 0.044 0.262
O 5.728 0.581 24.306 -0.103 0.191 -0.022
O 7.347 4.31 24.853 -0.176 0.172 -0.089
O 8.314 7.601 26.509 0.07 -0.216 0.086
O 5.489 5.987 28.149 -0.013 0.299 0.152
O 8.382 9.966 25.444 -0.021 0.145 -0.09
O 7.14 7.95 24.057 0.05 0.021 0.035
O 4.743 12.187 24.205 0.184 -0.052 -0.06
O 2.183 14.243 28.067 0.168 -0.262 -0.044
O 10.506 0.933 24.422 0.077 0.14 0.131
O 6.107 16.032 26.872 0.081 0.059 0.046
O 12.723 16.294 25.378 -0.061 -0.021 0.325
O 11.648 1.433 27.106 -0.101 0.212 0.029
O 13.003 5.031 25.967 -0.274 -0.082 0.164
O 14.02 5.767 23.674 -0.072 0.01 0.02
O 12.667 7.532 25.152 -0.105 0.036 -0.16
O 9.304 4.545 22.969 0.025 -0.025 -0.198
O 12.933 11.898 27.398 0.283 -0.013 0.082
O 11.205 7.448 30.583 0.023 -0.196 0.099
O 10.907 10.482 26.338 -0.223 -0.135 0.256
O 13.447 10.013 25.511 -0.196 -0.001 -0.328
O 13.622 2.419 25.596 -0.086 0.22 -0.189
O 14.248 15.723 29.775 -0.115 -0.184 0.118
O 13.685 3.57 31.565 -0.017 0.027 0.045
O 13.092 3.458 27.98 -0.002 0.214 0.086
O 15.348 4.052 26.785 0.073 0.12 0.09
O 4.057 4.762 26.378 0.044 -0.202 -0.258
O 2.915 5.907 28.538 -0.019 0.254 -0.008
O 0.246 6.019 24.039 -0.062 -0.163 0.366
O 15.032 8.178 24.16 0.007 0.071 0.019
O 4.864 8.896 28.521 -0.095 -0.269 0.202
O 1.648 13.383 30.589 -0.032 -0.155 -0.058
O 3.243 15.593 30.016 0.118 -0.024 0.124
O 0.928 9.663 27.791 0.109 0.024 -0.209
O 2.889 1.29 28.287 0.134 0.071 -0.038
O 3.723 14.04 25.908 0.085 -0.138 -0.104
O 8.104 0.341 25.398 0.109 -0.066 0.032
O 6.584 4.763 30.238 -0.116 0.044 0.242
O 8.356 2.2 23.593 -0.208 -0.11 -0.117
O 7.792 6.713 28.939 -0.177 0.008 0.125
O 5.986 9.072 26.143 -0.098 0.272 0.114
O 9.254 12.466 25.404 -0.41 0.118 -0.193
O 14.701 8.017 26.787 0.141 -0.051 0.114
O 6.276 13.827 25.483 0.147 0.026 -0.042
O 8.239 14.288 27.139 0.016 0.284 -0.087
O 10.225 15.05 25.65 0.069 -0.011 0.241
O 12.596 13.593 25.536 0.099 -0.132 -0.05
O 14.201 0.771 27.575 0.213 -0.169 -0.001
O 10.497 3.237 28.628 -0.074 -0.321 0.127
O 1.444 4.447 26.437 -0.009 0.275 0.098
O 15.41 5.059 30.378 -0.055 -0.087 -0.395
O 11.874 5.13 29.663 -0.087 -0.107 0.402
O 9.814 8.503 28.6 0.015 0.088 0.043
O 15.272 8.883 29.215 -0.173 -0.267 0.095
O 12.822 9.397 27.982 -0.246 0.001 -0.012
O 12.649 14.586 28.075 0.117 0.167 -0.139
O 13.574 13.116 29.889 -0.005 0.027 -0.216
O 12.576 1.503 29.535 -0.007 -0.138 0.061
O 0.652 3.708 28.826 0.113 -0.138 0.054
O 2.646 4.689 24.166 0.223 0.116 -0.087
O 15.205 1.618 30.053 0.066 0.064 0.033
O 3.659 1.714 30.698 0.042 0.033 0.037
O 1.563 5.323 30.737 -0.215 0.058 -0.022
O 13.345 6.242 31.523 -0.199 0.085 -0.018
O 3.935 7.41 26.564 -0.002 -0.156 -0.409
O 5.32 3.261 31.996 0.108 -0.107 -0.088
O 1.449 14.256 33.022 -0.043 0.44 -0.18
O 3.99 13.101 29.74 -0.081 -0.209 0.19
O 3.829 10.009 30.698 0.022 0.051 0.323
O 4.137 5.397 30.875 -0.079 0.069 0.102
O 7.456 4.32 27.645 0.194 -0.115 0.047
O 9.035 2.715 26.067 0.396 0.186 0.05
O 6.399 9.179 30.645 -0.128 -0.44 -0.14
O 3.367 9.977 26.618 0.121 0.142 0.052
O 5.722 11.272 29.207 0.3 -0.11 -0.101
O 5.963 13.744 28.198 -0.165 0.172 -0.092
O 10.644 13.195 27.431 -0.039 0.027 -0.023
O 9.382 4.767 30.434 0.083 0.216 0.13
O 9.976 5.878 27.96 -0.147 -0.209 -0.003
O 12.411 3.328 33.708 -0.285 0.262 -0.141
O 12.753 1.078 32.148 0.21 -0.194 0.127
O 11.449 9.995 30.451 0.105 -0.041 -0.13
O 11.428 11.339 32.704 -0.151 0.227 0.022
O 11.959 15.164 30.77 -0.244 0.045 -0.109
O 13.824 11.085 31.339 0.226 -0.173 -0.162
O 15.742 11.406 29.451 0.158 0.09 0.097
O 2.268 9.071 32.693 -0.117 0.27 0.201

Results
total energy: -108571.234 eV
total energy less fixed offsets of O -438.25, Si -107.07 eV per atom: 6.836 eV
